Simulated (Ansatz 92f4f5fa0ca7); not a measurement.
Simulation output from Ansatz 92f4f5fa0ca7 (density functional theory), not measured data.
Periodic cell of 256 atoms, Si144O112, from a study of silicon, its oxide and their interface. The atomic structure is a simulated model.

Settings
functional: r2SCAN
potential files: Ansatz PAW
basis: plane waves
wave-function cutoff: 800 eV
density cutoff ratio: 5
exchange-correlation grid ratio: 1
k mesh: 1 x 1 x 1, shifted by 0.5 0.5 0 of a step
self-consistency stop: 1e-10 eV per atom in the density residual
occupations: fixed
spin: none
net charge: 0

Cell vectors (angstrom)
a, 10.88, 0, 0
b, 0, 10.88, 0
c, -0.3009, 0.428, 36.3142

Atoms: element, x, y, z (angstrom)
Si, 1.6087, -1.5956, -0.0641
Si, 4.2797, 1.1219, 0.0903
Si, 1.18, 4.2972, 0.0923
Si, 3.9611, -3.6714, 0.0799
Si, -4.4304, -1.0949, 0.2519
Si, -1.5642, 1.4628, 0.1037
Si, 7.1214, 3.7091, -0.0026
Si, -1.0606, -4.3798, 0.0233
Si, 2.6932, -0.0351, 1.359
Si, 5.4765, 2.699, 1.3534
Si, 2.8047, -5.3795, 1.2817
Si, 5.3453, -2.6124, 1.6155
Si, -2.7447, -0.017, 1.4445
Si, 0.0074, 2.6977, 1.3579
Si, 8.1616, 5.4012, 1.2872
Si, 0.0412, -2.7395, 1.2918
Si, 1.3576, 1.349, 2.7027
Si, 4.1145, 4.1045, 2.6605
Si, 1.4047, -4.0692, 2.7006
Si, 3.9794, -1.2891, 2.8983
Si, 6.7839, 1.3567, 2.7932
Si, 9.5078, 4.0647, 2.7212
Si, 6.8072, 6.7793, 2.6884
Si, -1.335, -1.4057, 2.6875
Si, -0.0095, -0.0099, 4.0619
Si, 2.7327, 2.738, 4.0322
Si, 0.016, 5.4399, 4.0494
Si, 2.6676, -2.7273, 4.1627
Si, 5.4211, 0.0359, 4.1686
Si, 8.1588, 2.725, 4.1119
Si, 5.4492, 5.4392, 4.0667
Si, 8.175, -2.7479, 4.0562
Si, 1.359, -1.3657, 10.918
Si, 4.081, 1.3662, 10.9144
Si, 1.353, 4.1082, 10.8437
Si, 4.0763, -4.0951, 10.8494
Si, 6.7908, -1.3577, 10.8234
Si, -1.3663, 1.3674, 10.8328
Si, 6.7966, 4.0778, 10.9316
Si, -1.3543, 6.7987, 10.9273
Si, 2.7221, 0.0024, 12.2752
Si, 5.4267, 2.7217, 12.3081
Si, 2.7071, 5.4475, 12.221
Si, 5.4589, -2.7401, 12.1627
Si, -2.7221, -0.0081, 12.162
Si, -0.0263, 2.7593, 12.1636
Si, 8.1612, 5.4432, 12.3032
Si, 0.0085, -2.7257, 12.3082
Si, 1.3043, 1.4119, 13.5296
Si, 4.0269, 4.0974, 13.6384
Si, 1.3929, -4.0871, 13.6598
Si, 4.122, -1.414, 13.5417
Si, -4.0371, 1.3256, 13.5767
Si, -1.3276, 4.081, 13.6276
Si, 6.7866, -4.0443, 13.6147
Si, -1.4058, -1.3438, 13.5874
Si, -0.2738, 0.2842, 14.8277
Si, 2.3995, 2.9449, 14.9128
Si, 0.2488, -5.6722, 14.9797
Si, 3.0041, -2.9262, 14.9412
Si, 5.7276, -0.3155, 14.8218
Si, -2.4695, 2.4746, 14.8971
Si, 5.1749, 5.7188, 14.8999
Si, -2.9359, -2.4914, 14.9669
Si, 3.3028, -1.1607, 23.6234
Si, 2.3958, 4.1897, 24.8249
Si, 6.4646, 3.774, 16.9869
Si, -2.3977, -0.2269, 22.8691
Si, -1.0993, -2.0265, -4.5502
Si, 3.0085, 2.9658, -2.0905
Si, -2.0743, 1.3918, 20.5882
Si, 1.8501, 2.4915, -6.9274
Si, 0.9684, 2.227, -4.0872
Si, 0.9815, 4.9373, 22.0513
Si, 2.9812, 1.8449, 23.2124
Si, 7.3295, 4.0449, 19.9576
Si, 0.5497, 4.1818, -9.1601
Si, 1.1709, -1.4761, 17.0366
Si, 7.0428, -0.8783, -5.6815
Si, 2.6427, 0.2531, 19.2151
Si, 3.3851, -4.4728, 21.4581
Si, -1.2311, -4.1351, 22.7875
Si, 4.3295, -1.6973, 20.9122
Si, 4.7057, -5.1022, 24.069
Si, 1.8481, -2.2667, -5.9009
Si, -2.2006, -4.2353, -2.8181
Si, 0.9451, 2.0657, 20.9923
Si, 3.7771, -2.0709, -9.6837
Si, 2.144, -4.3595, -8.1955
Si, 5.7959, -5.0109, -5.0646
Si, 4.2627, 1.494, 16.9374
Si, 2.1532, -0.1749, -8.2043
Si, 6.0006, -2.9656, -1.9695
Si, -2.6065, -5.2207, -6.5326
Si, 7.0405, 2.0331, -4.6657
Si, -2.2801, -3.9843, 19.9705
Si, 4.5578, -2.3802, -4.367
Si, -2.3849, 3.0924, -10.0122
Si, 7.7829, -5.1101, -11.3201
Si, -1.0128, -3.7563, 17.1576
Si, 8.1113, 0.2037, -10.6879
Si, -1.5171, 4.0144, -4.1784
Si, 4.1178, 4.3277, -7.2594
Si, 0.2631, -1.5894, 23.7532
Si, 7.3471, -1.2563, 20.3848
Si, 6.7201, 3.2812, -7.6132
Si, -1.962, -3.4311, -8.8434
Si, -0.1495, -0.1379, -2.2741
Si, -0.1739, -1.2504, -9.6945
Si, 5.7288, 3.8182, -2.7837
Si, 4.8792, 3.8807, 21.8213
Si, 6.5842, -1.2714, -8.653
Si, 1.3161, -1.3488, 5.4725
Si, 4.0608, 1.4097, 5.4664
Si, 1.3673, 4.0782, 5.4199
Si, 4.0867, 6.7914, 5.4518
Si, 6.8099, -1.3789, 5.4403
Si, -1.3572, 1.3494, 5.4445
Si, 6.7932, 4.0897, 5.4462
Si, -1.3468, 6.7923, 5.4252
Si, 2.7047, 0.0163, 6.7984
Si, 5.432, 2.7456, 6.8122
Si, 2.721, 5.4305, 6.8069
Si, 5.4482, -2.7286, 6.8152
Si, -2.7184, -0.0098, 6.8091
Si, 0.0092, 2.7168, 6.7997
Si, -2.7162, 5.4452, 6.7889
Si, -0.0256, -2.7181, 6.8107
Si, 1.3645, 1.3617, 8.1758
Si, 4.0812, 4.0804, 8.1798
Si, 1.3516, 6.8109, 8.1528
Si, 4.0668, -1.3504, 8.1519
Si, 6.7875, 1.3696, 8.1504
Si, -1.367, 4.0858, 8.1537
Si, 6.814, -4.0922, 8.1715
Si, -1.3625, -1.3664, 8.179
Si, 0.0119, -0.0101, 9.5278
Si, 2.7253, 2.7201, 9.5373
Si, -0.0158, 5.4615, 9.5115
Si, 2.7098, -2.7126, 9.5217
Si, 5.4201, 0.0183, 9.5093
Si, 8.1387, 2.7334, 9.5157
Si, 5.4527, 5.4246, 9.5316
Si, 8.1728, -2.7347, 9.5327
O, 7.8335, -5.3567, 20.4109
O, -1.0304, -1.1015, -3.217
O, 5.3552, 4.5472, 23.2197
O, 7.1841, -4.402, -5.64
O, 1.7704, -1.5085, 23.1642
O, -1.4705, -4.3049, 18.6037
O, 4.7568, -3.9665, -4.4757
O, -1.5107, -0.4478, -9.9631
O, 3.0789, 3.409, -6.4372
O, 5.4188, 0.0326, -0.3432
O, 4.0908, -4.0519, 15.4468
O, 6.8942, -1.9973, -1.0281
O, 4.99, -2.0332, -2.8428
O, -2.6224, 2.5996, -0.3881
O, 7.415, 4.7324, -7.5181
O, -1.9781, 5.0533, -3.0219
O, 5.7336, -1.2156, 20.2704
O, 2.8847, 2.6716, 24.6015
O, 3.5932, 1.6946, -1.2754
O, 6.145, 3.5068, 20.9089
O, 7.706, -2.4106, -8.6589
O, 1.5529, 1.6413, 22.443
O, 0.9772, -0.9644, -1.4373
O, 3.21, -0.6592, 20.406
O, 3.8525, 0.818, 18.3219
O, 5.0016, 5.1288, -6.217
O, 3.1279, -0.6216, -9.3953
O, 1.3341, 4.0701, 15.4638
O, 2.7729, -2.6797, -0.4946
O, 6.5764, 4.1544, -1.459
O, 2.9923, -2.1501, -4.728
O, 5.8953, 5.0539, 16.1932
O, 0.4993, 0.9392, -3.262
O, 6.823, -1.3821, 15.4302
O, 5.1826, -2.0594, -8.8742
O, -2.4354, 2.6846, -4.1914
O, 5.3264, 2.6641, 17.1537
O, 6.8005, -0.1503, -9.8076
O, 6.6888, 2.5783, -6.1531
O, -1.6249, 4.769, -5.6085
O, 7.7742, -1.3521, 21.9458
O, 8.1017, 0.1027, 19.8129
O, 7.6385, -0.1324, 24.2218
O, 7.7449, 4.2177, -10.8824
O, 3.8933, -3.2308, 20.5444
O, 5.9145, -4.2828, 24.7725
O, -2.5253, 1.2142, 22.1347
O, 3.8614, -4.2181, 22.9967
O, 2.4396, 2.5654, -3.5317
O, 1.6691, -0.6985, 18.345
O, -0.2961, -3.1022, 23.6099
O, 5.1808, 3.4453, -8.1201
O, 3.9995, 2.5632, 22.1556
O, 4.9347, 0.3248, 16.0724
O, 0.1044, -2.6221, 17.4051
O, -0.4591, 1.3566, 20.6143
O, 6.7692, -0.5102, -7.2329
O, 0.0581, 5.3784, -0.3941
O, -1.605, -3.7833, -1.3845
O, -0.3967, -4.9971, 16.3161
O, 4.3738, -1.6336, 22.517
O, 2.3081, -1.0954, -6.8989
O, 7.111, -3.7818, -2.8247
O, 1.078, 1.8711, -5.6552
O, 7.6532, 2.5638, -8.7147
O, 3.9406, 4.7587, -11.1641
O, 3.9729, -2.2647, -11.2713
O, 3.508, 0.4255, 23.7061
O, -1.42, -3.5748, 21.2772
O, -0.5598, -2.6598, -9.0229
O, -2.3815, -1.6034, -5.4705
O, 2.415, -2.169, 16.2608
O, 0.4628, -0.378, 16.1026
O, -2.3808, 1.7551, -10.926
O, 5.6883, -1.6879, -5.2918
O, 4.0391, 4.9963, 20.9846
O, 1.5769, 3.8018, -10.3473
O, -0.8294, -0.6048, 23.0616
O, 5.0338, -3.9906, -1.1326
O, -2.2537, -3.1335, 16.3074
O, 1.8729, -3.6807, -6.7275
O, 1.7695, -4.6892, 21.3608
O, 1.8134, 3.6351, -1.2466
O, -2.4692, 2.8369, 19.9891
O, 7.7396, 3.148, 16.2178
O, 1.9237, 1.5572, 19.8167
O, 0.8166, 3.3404, -7.8127
O, -0.4831, 5.329, 22.5874
O, 0.6325, -0.3018, -8.6924
O, 1.8317, 4.5741, 23.3632
O, 0.8225, -5.1227, -8.7974
O, 0.3437, -2.016, -5.3132
O, 5.9674, 2.3639, -3.478
O, -1.7491, -4.2576, -7.474
O, -0.0139, 3.4996, -3.896
O, 2.4916, 1.3383, -7.8357
O, 7.1338, 0.4399, -4.7626
O, -0.9448, 3.7537, -9.6252
O, -1.3859, -3.5247, -4.0155
O, 0.842, 3.6885, 21.0259
O, 3.2831, 5.37, -8.1443
O, -2.5983, -4.4064, 23.6069
O, 2.744, -3.2079, -9.161
O, -1.3656, 1.3697, 15.4033
O, 6.888, 4.2731, 18.4348
O, 4.1926, 4.0211, -2.3482
O, 6.1962, 4.8175, -3.9342
O, 0.6864, -1.5667, -11.0166
O, -2.3351, -4.3043, -10.1477
O, 7.7479, -2.6394, 19.6341
O, 2.9682, 2.1253, 16.2016
O, -1.0671, 0.6458, -1.2065

Results
free energy: -155993.983 eV
free energy less fixed offsets of O -570.45, Si -639.56 eV per atom: -6.943 eV

Forces (eV/angstrom), in the order of the atoms: element, x, y, z
Si, 0.0136, 0.0002, 0.1959
Si, -0.003, -0.0014, 0.1877
Si, -0.0141, 0.0324, 0.1802
Si, -0.0731, -0.0497, 0.1887
Si, 0.0172, 0.0409, 0.1612
Si, -0.0198, 0.0479, 0.1633
Si, 0.0157, -0.0156, 0.199
Si, 0.022, -0.0329, 0.1994
Si, 0.0141, 0.0087, 0.019
Si, -0.0045, -0.0092, 0.0008
Si, -0.0141, -0.0057, -0.0055
Si, -0.0142, 0.0016, 0.0219
Si, -0.0014, 0.0068, -0.0004
Si, 0.0097, 0.0359, 0.0267
Si, 0.0072, 0.0146, -0.0332
Si, -0.0037, -0.0172, -0.0011
Si, 0.0044, 0.0135, 0.0149
Si, -0.016, -0.0091, 0.0229
Si, -0.0153, -0.0126, 0.0525
Si, 0.0274, -0.007, 0.0652
Si, -0.0016, -0.0081, 0.0583
Si, -0.0004, -0.0062, 0.0492
Si, 0.007, 0.0166, 0.0272
Si, -0.0144, 0.015, 0.0234
Si, 0.0128, -0.0112, -0.0143
Si, 0.0137, -0.0255, -0.0129
Si, 0, -0.0157, -0.0217
Si, 0.0143, 0.0238, -0.0081
Si, -0.0181, -0.0219, 0.0012
Si, 0.0024, 0.0075, -0.0157
Si, 0.0016, 0.0083, -0.0149
Si, -0.0094, 0.0048, -0.0089
Si, 0.004, 0.0006, 0.0174
Si, -0.01, -0.0002, 0.0198
Si, -0.0052, -0.0144, 0.0214
Si, 0.0222, 0.0047, 0.0177
Si, -0.0075, -0.0055, 0.0184
Si, -0.0039, -0.0042, 0.0147
Si, 0.002, -0.0023, 0.0168
Si, -0.0117, 0.0099, 0.0227
Si, 0.0047, 0.0031, -0.0199
Si, 0.0065, -0.0022, -0.024
Si, 0.0004, 0.0076, -0.0363
Si, -0.0126, 0.0136, -0.0587
Si, -0.0037, 0.0071, -0.0436
Si, -0.0002, -0.0102, -0.0609
Si, -0.0013, -0.0049, -0.0088
Si, 0.0027, 0.0084, -0.0225
Si, -0.0068, 0.0041, -0.0189
Si, -0.0011, 0.0119, -0.013
Si, -0.0012, -0.0057, -0.0042
Si, 0.0086, -0.0024, -0.0171
Si, 0.0016, -0.0087, -0.0136
Si, 0.004, -0.0161, -0.0129
Si, -0.0254, -0.004, -0.0128
Si, -0.0014, 0.0179, -0.0117
Si, -0.0165, -0.0064, -0.1416
Si, 0.0103, 0.0304, -0.167
Si, 0.008, 0.0072, -0.1814
Si, -0.0137, -0.0261, -0.1692
Si, 0.0177, 0.0191, -0.1339
Si, -0.0027, -0.0075, -0.161
Si, -0.0111, -0.0121, -0.1657
Si, 0.0054, 0.0036, -0.1678
Si, 0.0279, 0.0198, -0.126
Si, -0.0062, 0.0057, -0.0635
Si, -0.0106, -0.0313, -0.2006
Si, -0.0254, 0.0145, -0.1765
Si, -0.0097, 0.0258, 0.1967
Si, 0, -0.0021, 0.2052
Si, -0.0009, 0.0161, -0.1036
Si, -0.0153, 0.0003, 0.1264
Si, -0.0106, -0.0298, 0.222
Si, -0.0174, -0.0297, -0.1104
Si, -0.0291, 0.0296, -0.1418
Si, -0.0139, 0.0016, -0.1834
Si, 0.0371, -0.0095, 0.0576
Si, -0.0276, -0.0299, -0.1625
Si, 0.0124, 0.0047, 0.1374
Si, 0.0134, -0.0234, -0.204
Si, 0.0155, 0.0098, -0.0865
Si, -0.0046, -0.0156, -0.154
Si, 0.011, 0.0458, -0.1627
Si, -0.0204, -0.01, -0.0997
Si, -0.0422, 0.0053, 0.1385
Si, -0.0062, 0.0351, 0.1867
Si, -0.0065, -0.0295, -0.1461
Si, -0.013, 0.0216, 0.0425
Si, 0.0402, 0.014, 0.1123
Si, 0.0184, 0.0141, 0.137
Si, 0.0212, 0.0261, -0.1645
Si, 0.0105, -0.0227, 0.1118
Si, 0.0113, -0.0046, 0.1654
Si, -0.0287, -0.0252, 0.1831
Si, 0.0199, 0.021, 0.1397
Si, -0.0023, 0.0197, -0.1986
Si, 0.0719, 0.0018, 0.1425
Si, -0.0263, 0.0308, 0.066
Si, 0.0268, 0.028, -0.0416
Si, 0.0249, 0.0453, -0.2176
Si, -0.0203, -0.0476, -0.0049
Si, -0.0293, -0.0012, 0.1006
Si, 0.0366, 0.0107, 0.0913
Si, -0.0407, 0.006, -0.0877
Si, -0.0159, -0.016, -0.0935
Si, -0.0271, 0.0436, 0.1648
Si, -0.0316, -0.0236, 0.0846
Si, 0.0124, -0.0076, 0.1818
Si, 0.0168, -0.0254, 0.0074
Si, 0.0105, 0.0064, 0.2021
Si, 0.028, -0.0101, -0.1301
Si, 0.0262, 0.0184, 0.1177
Si, 0.0118, 0.0021, 0.0122
Si, 0.0076, -0.015, 0.0061
Si, -0.0035, -0.003, 0.0097
Si, -0.0037, 0.0072, 0.0241
Si, -0.0071, 0.0084, 0.023
Si, -0.01, 0.0015, 0.0213
Si, 0.0112, -0.0059, 0.0178
Si, -0.003, -0.0016, 0.0084
Si, 0.005, -0.0003, 0.0214
Si, -0.0042, -0.01, 0.0099
Si, 0.0019, 0.0172, 0.0119
Si, -0.0055, 0.0062, 0.015
Si, -0.0111, 0.0068, 0.0125
Si, -0.0146, 0.0021, 0.0146
Si, 0.0005, -0.011, 0.0143
Si, 0.0177, 0.0134, 0.0088
Si, 0.0021, -0.0092, -0.0182
Si, 0.0078, -0.0048, -0.0126
Si, -0.0033, 0.0029, -0.0128
Si, 0.0037, 0.0121, -0.0105
Si, -0.0139, -0.0029, -0.01
Si, -0.0057, 0.0007, -0.0204
Si, -0.0052, 0.0054, -0.012
Si, -0.0101, -0.0111, -0.0128
Si, -0.0132, 0.0133, -0.0135
Si, -0.0056, 0.006, -0.0177
Si, 0.008, -0.0088, -0.0147
Si, 0.0091, -0.009, -0.0156
Si, 0.0146, -0.0132, -0.0162
Si, -0.0014, -0.022, -0.0167
Si, -0.014, 0.0007, -0.0111
Si, -0.0089, 0.0155, -0.0129
O, -0.0035, 0.0042, 0.0798
O, -0.0306, -0.0613, -0.1101
O, 0.0057, 0.0133, 0.0769
O, 0.0196, 0.0055, -0.0663
O, -0.0185, -0.016, 0.0184
O, -0.0271, -0.0514, 0.1751
O, -0.0223, -0.0256, -0.0617
O, -0.0242, 0.0279, 0.0147
O, -0.0043, -0.0077, -0.0271
O, -0.0044, 0.0162, -0.0751
O, 0.0039, 0.0004, 0.059
O, 0.0267, -0.0483, -0.1229
O, -0.0293, 0.0205, -0.0676
O, 0.0015, -0.0045, -0.0725
O, -0.028, -0.0245, -0.0987
O, 0.0242, -0.0164, -0.0527
O, -0.0401, -0.0003, 0.0368
O, 0.0009, 0.0091, 0.064
O, -0.036, 0.0143, -0.1221
O, -0.0385, -0.0274, 0.0823
O, -0.0094, -0.0002, -0.0306
O, 0.0203, -0.0085, 0.0862
O, -0.0305, 0.0209, -0.1432
O, 0.0252, -0.0434, 0.0984
O, -0.0079, -0.0082, 0.1251
O, -0.0304, -0.0425, -0.081
O, 0.0303, -0.001, -0.043
O, 0.0022, -0.008, 0.0636
O, -0.0166, 0.0137, -0.0813
O, -0.0262, 0.0042, -0.1424
O, -0.0671, 0.0127, -0.0718
O, 0.0442, -0.0216, 0.1071
O, 0.0265, 0.0422, -0.1171
O, -0.007, 0.0006, 0.0679
O, -0.016, -0.0278, -0.0201
O, -0.0095, -0.0224, -0.0404
O, -0.009, 0.0076, 0.0621
O, -0.0134, 0.034, -0.0356
O, -0.0179, 0.0307, -0.119
O, 0.0027, 0.0271, -0.1066
O, 0.0124, -0.004, 0.1054
O, 0.0084, 0.0156, 0.0135
O, -0.0323, 0.0099, 0.0731
O, -0.0049, -0.0364, 0.0055
O, -0.0081, -0.0262, 0.0382
O, 0.0057, 0.0181, 0.0298
O, 0.0025, -0.0203, 0.0768
O, 0.0291, 0.0082, 0.068
O, -0.005, 0.0087, -0.1377
O, 0.0102, 0.0359, 0.1254
O, 0.0246, 0.0154, 0.0511
O, 0.0054, -0.0182, -0.0679
O, -0.0127, -0.0249, 0.0338
O, -0.0458, 0.0099, 0.0956
O, -0.0002, -0.0067, 0.0736
O, 0.0396, -0.0029, 0.0272
O, -0.0157, -0.0037, -0.1152
O, 0.011, -0.0131, -0.0738
O, -0.0512, 0.0146, -0.1619
O, -0.0331, 0.029, 0.1231
O, -0.0041, -0.0078, 0.0949
O, 0.0166, 0.0277, -0.0554
O, 0.0135, -0.0044, -0.0685
O, 0.0263, -0.0053, -0.1396
O, 0.0335, -0.0375, -0.0642
O, -0.0081, 0.0023, 0.0403
O, 0.014, -0.0163, 0.0361
O, 0.0157, 0.011, 0.0616
O, 0.0425, 0.0153, 0.1121
O, 0.0255, 0.0081, -0.0075
O, -0.0277, -0.0058, -0.0739
O, -0.0159, 0.0474, 0.1111
O, 0.0495, -0.0118, 0.0919
O, 0.0091, 0.0017, -0.0295
O, 0.0046, 0.0179, -0.074
O, -0.0119, -0.0007, 0.0359
O, -0.0061, -0.0141, 0.0121
O, 0.0494, -0.0087, 0.0399
O, 0.0512, 0.0077, -0.1347
O, 0.0316, -0.0395, 0.1173
O, 0.0087, -0.0545, -0.0778
O, -0.0012, -0.0021, 0.0197
O, 0.0291, -0.0527, -0.1341
O, 0.0222, -0.0147, 0.0459
O, -0.0232, 0.0446, 0.1079
O, -0.0411, 0.0678, 0.093
O, -0.0451, 0.0256, -0.0605
O, -0.0096, -0.0056, 0.0487
O, -0.0386, 0.0014, -0.0311
O, 0.0201, -0.0188, 0.0663
O, -0.0315, 0.0163, -0.026
O, 0.0706, -0.0199, -0.0843
O, 0.0172, -0.0416, -0.094
O, 0.0451, 0.0455, -0.0555
O, 0.0184, 0.0204, -0.0316
O, 0.0277, -0.0133, -0.051
O, 0.0003, -0.0381, -0.036
O, -0.0066, 0.0027, -0.02
O, 0.0367, 0.0069, -0.0935
O, 0.0131, 0.0501, 0.0357
O, -0.0373, 0.0161, -0.0556
O, -0.0388, -0.0115, 0.0561
O, -0.0018, 0.0144, -0.0463
O, 0.0053, 0.0018, 0.064
O, 0.0159, 0.0306, 0.1651
O, -0.0054, 0.0145, -0.0491
O, 0.0139, 0.0347, -0.0993
O, 0.0138, 0.0075, 0.0356
O, 0.0034, 0.0062, -0.0259
O, -0.0199, 0.0035, 0.0657
O, 0.0088, -0.0502, 0.1018
O, 0.0275, -0.0478, -0.1258

The program warned: the cutoff lies below the one the program advises for these potential files; the forces do not sum to zero within the program's tolerance; empty levels may hold ghost states of the PAW files; the exchange-correlation potential is rough where the density is thin.
